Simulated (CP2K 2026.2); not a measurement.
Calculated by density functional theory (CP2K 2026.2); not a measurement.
Periodic cell of 504 atoms, Si360O144, from a study of silicon, its oxide and their interface. The atomic structure is a simulated model.
Doubt: the forces sum to 1.72 eV/angstrom along one axis rather than to zero, so they err by at least 0.0034 eV/angstrom per atom on average; the grid cutoff is modest.

Settings: functional PBE; method Gaussian and plane waves; basis set DZVP-MOLOPT-SR-GTH; pseudopotentials GTH-PBE; grid cutoff 300 Ry, relative cutoff 40 Ry; k points Gamma only; occupations fixed; spin none; net charge 0.

Cell vectors (angstrom)
a	16.32	0	0
b	0	16.32	0
c	-4.104	1.994	33.5201

Atoms and the computed forces on them: element, x, y, z (angstrom), force x, y, z (eV/angstrom)
Si	0.886	-0.701	0.006	0.075	-0.236	0.757
Si	3.806	1.686	0.133	0.111	-0.1	0.714
Si	1.593	3.859	0.286	-0.025	0.033	0.699
Si	4.335	6.524	0.115	-0.105	0.145	0.76
Si	1.201	-6.671	0.09	0.182	-0.18	0.735
Si	3.926	-4.084	-0.177	0.127	-0.11	0.703
Si	6.974	-1.72	0	-0.168	0.219	0.748
Si	9.685	1.06	0.009	-0.025	0.165	0.811
Si	6.641	4.421	0.136	-0.019	-0.239	0.736
Si	9.27	7.025	0.101	0.358	-0.243	0.635
Si	6.989	9.229	0.146	-0.264	0.302	0.698
Si	-7.077	-3.882	0.142	0.095	-0.142	0.746
Si	-4.435	-1.173	-0.114	0.201	-0.096	0.697
Si	-1.388	1.397	0.378	-0.036	0.004	0.503
Si	-3.586	3.612	-0.054	-0.119	0.09	0.702
Si	-1.566	7.168	0.064	0.044	-0.289	0.771
Si	-3.816	-6.94	0.091	-0.195	0.135	0.722
Si	-0.964	-4.353	0.012	-0.214	0.184	0.739
Si	2.61	0.127	1.4	0.039	-0.031	-0.055
Si	5.461	2.785	1.375	-0.002	0.033	-0.06
Si	2.788	5.427	1.496	0.008	0.022	-0.049
Si	5.411	8.126	1.449	0.017	-0.019	-0.012
Si	2.794	-5.5	1.33	-0.028	0.069	-0.053
Si	5.313	-2.767	1.271	0.001	-0.042	-0.076
Si	8.113	-0.084	1.313	-0.005	-0.019	-0.054
Si	-5.364	2.645	1.235	-0.061	0.002	-0.066
Si	8.22	5.452	1.474	-0.007	0.036	-0.036
Si	-5.434	8.202	1.345	-0.017	-0.015	-0.035
Si	8.112	-5.471	1.411	-0.028	-0.005	-0.001
Si	-5.477	-2.698	1.355	0	0.015	-0.026
Si	-2.841	-0.107	1.361	-0.052	-0.046	-0.045
Si	0.025	2.755	1.61	0.015	-0.01	-0.035
Si	-2.649	5.393	1.237	-0.034	0.063	-0.056
Si	0.003	8.181	1.453	0.006	0.003	-0.058
Si	-2.625	-5.39	1.36	0.038	-0.006	-0.039
Si	0.026	-2.599	1.226	0.057	-0.022	-0.028
Si	1.365	1.384	2.913	0.027	0.01	0.067
Si	4.144	4.084	2.844	0.007	-0.013	0.048
Si	1.369	6.8	2.765	-0.005	-0.01	0.016
Si	4.065	9.493	2.771	0.002	-0.004	0.004
Si	1.421	-3.999	2.607	-0.023	-0.034	0.034
Si	4.024	-1.331	2.639	-0.015	0.012	0.015
Si	6.804	1.345	2.661	0.009	0.008	-0.01
Si	9.606	4.01	2.665	0.035	-0.045	-0.006
Si	6.838	6.818	2.814	0	0.022	0.029
Si	9.544	-6.775	2.748	0.023	0.006	0.026
Si	6.682	-4.115	2.703	-0.02	0.013	-0.006
Si	-6.846	-1.375	2.745	0.003	-0.006	0.042
Si	-4.122	1.313	2.732	0.007	0.01	0.034
Si	-1.358	4.177	2.795	-0.034	0.014	0.051
Si	-4.079	6.739	2.63	0.047	0.02	0.016
Si	-1.338	-6.757	2.79	-0.004	0.009	0.042
Si	-4.059	-4.053	2.673	-0.015	-0.02	-0.005
Si	-1.409	-1.426	2.693	0.019	0.03	0
Si	-0.056	-0.044	4.1	0.014	-0.018	-0.032
Si	2.76	2.741	4.195	-0.01	0.031	0.017
Si	0.013	5.482	4.156	0.011	-0.032	0.006
Si	2.704	8.162	4.127	0.001	0	0.015
Si	0.055	-5.359	4.05	0.005	0.001	-0.032
Si	2.725	-2.695	4.056	0.004	-0.019	-0.014
Si	5.422	0.003	4.022	-0.032	-0.001	0.005
Si	8.192	2.686	4.031	0.002	0.009	-0.004
Si	5.489	5.457	4.171	-0.015	-0.011	-0.021
Si	8.194	-8.13	4.127	-0.032	0.016	-0.003
Si	5.408	-5.46	4.122	0.033	-0.006	0.001
Si	8.098	-2.757	4.056	0.011	0.008	-0.028
Si	-5.486	-0.01	4.107	0.002	-0.014	-0.008
Si	-2.736	2.72	4.063	-0.005	-0.023	-0.038
Si	-5.414	5.408	4.051	-0.004	0.042	-0.017
Si	-2.736	8.136	4.045	0.011	-0.019	-0.04
Si	-5.412	-5.411	4.065	-0.005	0.001	0.004
Si	-2.73	-2.74	4.096	-0.013	0.021	0.006
Si	1.368	-1.399	16.333	0.009	0.006	0.008
Si	4.085	1.364	16.29	0.013	-0.022	0.008
Si	1.361	4.091	16.333	0.015	0.003	-0.002
Si	4.049	6.782	16.3	0.001	-0.003	0.001
Si	1.3	-6.818	16.348	-0.012	0.013	0.003
Si	4.039	-4.068	16.353	-0.024	-0.005	0.02
Si	6.807	-1.342	16.261	0.012	-0.004	-0.012
Si	-6.798	1.367	16.274	0	0	-0.001
Si	6.799	4.09	16.29	-0.016	0.017	0.007
Si	-6.802	6.81	16.289	-0.012	-0.008	-0.001
Si	6.784	-6.814	16.312	0.022	-0.024	0.007
Si	-6.783	-4.094	16.299	-0.003	-0.005	0.008
Si	-4.047	-1.342	16.287	-0.007	0.006	-0.009
Si	-1.37	1.348	16.318	-0.014	0.001	0.008
Si	-4.043	4.102	16.308	0.01	0.005	0.005
Si	-1.356	6.805	16.371	0.014	-0.002	0.008
Si	-4.063	9.528	16.326	0.006	0.001	0.003
Si	-1.353	-4.103	16.328	-0.009	0.02	0.011
Si	2.761	-0.03	17.642	-0.008	-0.001	0.008
Si	5.419	2.752	17.645	0.006	-0.016	0.019
Si	2.706	5.456	17.715	0.006	0.002	0.002
Si	5.427	8.107	17.643	0.009	0.008	0.028
Si	2.613	-5.423	17.692	-0.007	0.01	0.019
Si	5.464	-2.679	17.636	0.003	0.035	0.017
Si	8.127	0.041	17.624	-0.009	-0.01	0.031
Si	-5.39	2.699	17.604	-0.033	-0.009	-0.011
Si	8.189	5.423	17.641	0.006	0.034	0.033
Si	-5.474	8.193	17.646	0.009	0.004	-0.023
Si	8.149	-5.44	17.654	0.011	0.01	0.001
Si	-5.393	-2.716	17.607	0.022	0.006	0.02
Si	-2.688	-0.035	17.708	0.007	-0.02	0.021
Si	-0.039	2.744	17.651	0.004	0.009	0.024
Si	-2.715	5.451	17.733	-0.002	-0.028	0.031
Si	-0.021	-8.172	17.786	-0.024	0.008	0.023
Si	-2.68	-5.468	17.711	-0.021	-0.028	0.025
Si	0.004	-2.765	17.707	0.029	-0.021	0.023
Si	1.326	1.319	18.901	0.003	-0.01	-0.033
Si	4.072	4.085	19.049	0.029	0.004	-0.008
Si	1.342	6.76	19.144	-0.018	0.019	0.011
Si	3.995	-6.846	18.913	0.009	-0.04	-0.049
Si	1.291	-4.094	19.177	-0.005	-0.048	-0.021
Si	4.182	-1.302	19.045	0.016	0.044	-0.014
Si	6.786	1.433	19.01	0.014	-0.026	-0.036
Si	-6.727	4.045	18.952	-0.004	0.006	-0.037
Si	6.807	6.742	19.01	-0.03	0.008	-0.037
Si	-6.83	9.532	19.031	0.012	-0.027	0
Si	6.792	-4.059	18.984	0	0.012	-0.034
Si	9.529	-1.346	18.884	-0.001	-0.004	-0.048
Si	-4.05	1.373	19.003	-0.002	0.006	-0.012
Si	-1.348	4.076	19.115	0.008	-0.007	-0.047
Si	-4.133	6.859	19.011	0.001	0.014	-0.012
Si	-1.376	-6.808	19.188	0.009	0.024	-0.009
Si	-4.031	-4.055	18.998	0.001	0.044	-0.03
Si	-1.342	-1.437	19.088	-0.03	0.003	0.005
Si	0.067	-0.048	20.338	-0.027	0.015	0.051
Si	2.583	2.728	20.25	-0.037	0.035	0.041
Si	-0.026	5.45	20.578	0.005	-0.031	0.062
Si	2.761	8.129	20.416	0.01	0.014	0.06
Si	-0.038	-5.497	20.685	0.01	0.012	0.058
Si	2.824	-2.7	20.344	-0.012	-0.036	0.016
Si	5.43	0.187	20.474	-0.033	0.018	0.053
Si	8.268	2.702	20.326	0.01	-0.038	0.079
Si	5.531	5.314	20.438	0.056	-0.026	0.051
Si	8.118	8.167	20.374	0	-0.024	0.025
Si	5.33	-5.44	20.185	0.008	0.043	0.039
Si	8.16	-2.644	20.269	0.017	-0.012	0.05
Si	-5.426	-0.021	20.254	-0.01	-0.029	0.035
Si	-2.719	2.661	20.447	0.033	0.01	0.029
Si	-5.431	5.425	20.321	0.006	-0.022	0.035
Si	-2.889	-8.109	20.481	-0.018	0.042	0.024
Si	-5.493	-5.331	20.301	-0.017	0.014	0.041
Si	-2.643	-2.831	20.498	-0.002	-0.04	0.045
Si	1.753	-1.08	21.603	-0.121	-0.052	-0.712
Si	3.727	1.371	21.728	0.32	0.111	-0.661
Si	1.031	3.671	21.757	0.149	0.357	-0.82
Si	4.415	6.966	21.625	-0.149	-0.098	-0.788
Si	1.703	-6.645	21.854	-0.279	-0.157	-0.699
Si	3.883	-4.335	21.658	0.119	0.142	-0.743
Si	7.121	-1.004	21.555	-0.141	0.046	-0.766
Si	-6.912	1.121	21.64	0.165	0.168	-0.787
Si	7.186	4.167	21.773	-0.257	-0.076	-0.7
Si	-7.062	6.511	21.592	0.044	0.136	-0.77
Si	6.417	-6.968	21.506	0.285	-0.001	-0.711
Si	9.735	-3.722	21.626	-0.208	-0.171	-0.747
Si	-4.3	-1.592	21.538	0.196	0.142	-0.827
Si	-1.139	1.401	21.701	-0.329	-0.13	-0.698
Si	-3.842	4.332	21.675	-0.108	-0.193	-0.759
Si	-1.709	6.643	21.751	0.176	0.095	-0.709
Si	-4.099	-6.465	21.757	-0.035	-0.189	-0.704
Si	-1.684	-4.416	22.081	0.246	0.149	-0.723
Si	-1.674	-7.059	-4.294	0.069	-0.006	-0.007
Si	-2.96	-1.88	26.245	-0.02	0.035	-0.153
Si	6.947	3.219	24.778	0.138	0.041	-0.155
Si	4.407	-3.513	24.603	-0.103	-0.04	-0.203
Si	-5.782	-5.799	-1.932	-0.015	-0.059	0.131
Si	-0.704	-3.621	25.102	-0.08	-0.001	-0.279
Si	-7.75	3.794	-4.802	-0.131	0.036	0.038
Si	1.681	-1.871	24.5	0.167	-0.057	-0.143
Si	7.928	2.689	-2.068	-0.051	-0.051	0.161
Si	-6.248	-2.635	-5.027	0.001	-0.096	-0.065
Si	-8.149	6.724	-4.943	0.043	-0.033	-0.004
Si	-6.704	2.953	26.275	-0.055	0.018	0.069
Si	5.858	4.916	-5.054	0.005	-0.08	0.1
Si	3.51	3.601	-3.955	0.091	0.024	-0.032
Si	5.1	1.339	-2.66	0.027	0.085	0.16
Si	-1.699	-0.454	-4.56	0.053	-0.02	-0.101
Si	2.765	0.665	25.799	0.078	0.058	0.043
Si	-6.213	3.76	-7.212	-0.074	-0.067	0.003
Si	5.8	0.677	25.802	-0.052	-0.011	0.052
Si	2.206	-7.667	24.696	-0.043	0.099	-0.068
Si	-2.93	0.092	23.813	0.041	-0.025	-0.072
Si	-0.788	-6.155	-7.182	0.119	-0.001	0.026
Si	-6.317	-5.591	-4.934	-0.06	0.049	-0.012
Si	-2.999	-6.477	26.21	-0.043	-0.058	-0.085
Si	5.417	-1.457	-2.748	0.052	-0.041	0.091
Si	6.83	-5.574	-5.101	-0.043	-0.015	0.066
Si	6.986	-2.622	-5.059	0.026	0.042	-0.076
Si	0.428	-2.727	-4.473	-0.062	0.147	0.094
Si	2.862	7.601	-5.065	0.075	0.03	0.047
Si	-7.502	-3.886	24.604	0.122	0.093	-0.213
Si	-4.165	5.377	-5.559	0.03	-0.058	0.114
Si	2.952	3.186	24.085	-0.001	-0.127	-0.288
Si	5.395	-5.905	-2.241	0.024	0.111	0.089
Si	-1.948	7.736	24.515	0.006	0.132	-0.072
Si	-4.607	-7.982	-4.849	-0.112	-0.039	0.034
Si	-3.464	4.483	-2.922	-0.013	0.001	0.082
Si	6.821	-1.736	24.436	-0.04	-0.082	-0.079
Si	7.28	-6.282	24.249	0.079	-0.116	-0.005
Si	-1.217	2.45	-3.627	0.021	0.015	-0.011
Si	0.813	4.288	-2.525	-0.096	-0.001	0.016
Si	4.733	-6.449	25.656	-0.034	-0.005	0.005
Si	-5.019	2.433	23.811	-0.103	-0.103	-0.202
Si	-6.276	-7.765	23.685	0.022	0.108	-0.211
Si	-4.51	7.497	25.613	0.081	-0.013	0.026
Si	3.014	-7.989	-2.097	0.065	0.023	0.192
Si	-1.742	-4.37	-2.956	0.044	0.016	0.04
Si	2.411	-2.273	-2.049	-0.02	-0.04	0.065
Si	-1.768	3.62	-6.224	-0.161	-0.019	-0.001
Si	5.08	-7.63	-6.73	0.009	0.136	-0.029
Si	-3.843	-2.312	-3.065	0.001	0.03	0.073
Si	3.635	6.096	24.563	-0.046	-0.024	-0.028
Si	-1.082	6.534	-2.862	-0.066	0.016	0.076
Si	3.375	4.826	-6.383	-0.028	0.012	-0.066
Si	-6.593	7.818	-2.598	-0.015	-0.11	0.095
Si	1.345	-1.376	5.44	-0.021	-0.001	-0.005
Si	4.112	1.337	5.473	0.009	-0.006	-0.004
Si	1.365	4.1	5.498	0.015	0.008	0.01
Si	4.084	6.811	5.481	-0.003	0.011	0.004
Si	1.359	9.564	5.446	-0.011	0.006	-0.006
Si	4.061	-4.065	5.443	-0.005	0.003	-0.011
Si	6.772	-1.361	5.41	-0.007	0.001	-0.018
Si	9.502	1.355	5.46	-0.002	-0.001	0.004
Si	6.854	4.052	5.446	0.021	-0.01	-0.003
Si	-6.772	6.78	5.429	0.004	-0.002	0
Si	6.806	-6.789	5.471	0.018	-0.006	0.003
Si	-6.813	-4.078	5.418	-0.011	-0.012	-0.004
Si	-4.093	-1.363	5.438	-0.004	0.001	-0.001
Si	-1.384	1.358	5.439	0.004	0.016	0.005
Si	-4.077	4.069	5.444	0	-0.002	-0.016
Si	-1.372	6.836	5.465	-0.006	0.007	0
Si	-4.079	-6.81	5.418	0.001	0	-0.014
Si	-1.347	-4.078	5.443	0.014	0.01	0.003
Si	2.713	-0.014	6.801	0.008	0.009	-0.003
Si	5.476	2.708	6.813	-0.005	-0.019	-0.005
Si	2.726	5.458	6.842	-0.014	-0.009	0
Si	5.446	-8.15	6.826	0.007	0.009	0.002
Si	2.72	-5.423	6.818	-0.005	0.001	0.002
Si	5.43	-2.712	6.796	0.004	-0.006	-0.001
Si	8.136	-0.014	6.795	0.004	0.015	-0.003
Si	-5.446	2.721	6.805	-0.015	-0.003	0.003
Si	-8.131	5.431	6.805	0.004	0.002	0.001
Si	-5.431	-8.164	6.792	-0.009	-0.003	-0.009
Si	-8.151	-5.429	6.809	-0.004	-0.011	0.003
Si	-5.454	-2.724	6.79	-0.009	0.018	-0.002
Si	-2.738	0.002	6.802	-0.005	0	-0.002
Si	-0.011	2.711	6.807	0.008	-0.006	-0.006
Si	-2.719	5.439	6.802	0.014	-0.004	-0.004
Si	-0.006	8.199	6.807	-0.023	0.015	0.001
Si	-2.713	-5.453	6.785	0.02	-0.027	0.001
Si	-0.004	-2.721	6.816	0.003	-0.004	0.006
Si	1.359	1.355	8.159	-0.007	0.004	-0.003
Si	4.098	4.075	8.164	-0.005	0.007	-0.005
Si	1.351	6.825	8.168	0.027	-0.001	-0.002
Si	4.082	-6.786	8.173	0.007	0	0.001
Si	1.354	-4.077	8.177	-0.012	-0.012	0.009
Si	4.072	-1.365	8.166	-0.005	-0.013	0.004
Si	6.807	1.347	8.179	-0.003	0.002	0.011
Si	-6.787	4.08	8.176	0.006	0	0.01
Si	6.813	6.793	8.16	-0.013	-0.004	-0.01
Si	-6.796	-6.806	8.155	-0.016	0	-0.005
Si	6.799	-4.069	8.157	0.018	0.01	0
Si	-6.808	-1.363	8.153	0.002	-0.007	0.004
Si	-4.089	1.361	8.164	0.01	-0.001	0.003
Si	-1.362	4.078	8.163	-0.001	-0.006	0.003
Si	-4.075	6.801	8.16	-0.004	0.008	0.004
Si	-1.366	-6.788	8.175	0.004	-0.004	0.01
Si	-4.083	-4.088	8.14	-0.017	0.003	-0.01
Si	-1.367	-1.353	8.159	0.011	0.01	0
Si	-0.003	0	9.522	0	-0.005	0.003
Si	2.723	2.719	9.514	0.004	-0.008	-0.001
Si	-0.001	5.444	9.517	-0.011	0	-0.002
Si	2.718	-8.149	9.527	-0.016	0.008	0.002
Si	-0.004	-5.436	9.533	0.003	0.003	0.007
Si	2.719	-2.721	9.531	0.007	0.005	0
Si	5.433	-0.007	9.526	-0.007	0.009	0.001
Si	-8.153	2.717	9.525	0.001	-0.006	0.005
Si	5.447	5.442	9.523	0.015	0.002	0.003
Si	-8.157	-8.159	9.521	0.009	0	0.005
Si	5.445	-5.43	9.525	-0.003	0.001	0.003
Si	-8.162	-2.719	9.521	-0.007	0.003	0.001
Si	-5.445	-0.005	9.516	-0.006	0.016	-0.002
Si	-2.722	2.719	9.522	-0.004	0.001	-0.002
Si	-5.43	5.446	9.527	-0.008	-0.005	0.001
Si	-2.72	8.158	9.523	0.007	-0.002	0.001
Si	-5.439	-5.443	9.512	0.006	-0.025	-0.002
Si	-2.724	-2.725	9.508	0.006	0.005	-0.001
Si	1.355	-1.361	10.882	0.001	0.002	0.003
Si	4.074	1.357	10.878	0	-0.009	0
Si	1.362	4.082	10.875	0.011	-0.001	-0.006
Si	4.077	-9.516	10.879	-0.006	0.003	-0.006
Si	1.355	-6.798	10.888	0.001	0.001	0.001
Si	4.08	-4.081	10.888	0	-0.006	0.002
Si	6.797	-1.365	10.883	0.009	-0.004	0.005
Si	-6.795	1.357	10.879	0.002	0.008	0.004
Si	-9.515	4.082	10.878	-0.001	-0.008	0.002
Si	-6.796	-9.516	10.881	0.001	-0.002	0.001
Si	-9.521	-6.798	10.881	-0.008	0	-0.003
Si	-6.802	-4.085	10.875	-0.002	0.014	-0.005
Si	-4.076	-1.363	10.871	-0.012	-0.006	-0.008
Si	-1.359	1.362	10.882	0.002	0.008	0.002
Si	-4.072	4.084	10.883	0.002	0.005	0.005
Si	-1.36	6.798	10.881	0	-0.003	0.004
Si	-4.082	9.521	10.876	-0.005	0.004	-0.001
Si	-1.366	-4.076	10.882	0.003	-0.007	0.003
Si	2.712	0.002	12.239	-0.002	0.001	-0.002
Si	5.437	2.722	12.226	-0.006	0.003	-0.002
Si	2.714	5.446	12.238	0.004	-0.001	0.002
Si	5.428	-8.151	12.242	0.011	0.002	0.003
Si	2.717	-5.443	12.243	-0.001	0.002	-0.003
Si	5.439	-2.723	12.246	-0.008	0.002	-0.002
Si	8.164	-0.003	12.232	-0.002	0.009	-0.002
Si	-5.438	2.725	12.231	-0.003	-0.013	-0.004
Si	-8.159	5.446	12.237	0.005	0	0
Si	-5.434	-8.159	12.239	-0.001	0.005	-0.005
Si	-8.164	-5.439	12.244	0.005	-0.009	0.003
Si	-5.432	-2.726	12.227	0.002	0.004	-0.002
Si	-2.714	-0.005	12.239	0.007	-0.002	0.003
Si	0.003	2.723	12.242	0.001	0	0.002
Si	-2.71	5.438	12.248	-0.009	0.004	0.002
Si	-0.006	8.159	12.241	0.006	-0.003	-0.002
Si	-2.723	-5.444	12.237	-0.008	-0.011	-0.003
Si	0.001	-2.725	12.242	-0.002	0.011	-0.004
Si	1.355	1.357	13.607	0.015	-0.005	0.004
Si	4.073	4.076	13.586	0.01	-0.012	-0.005
Si	1.351	6.805	13.604	-0.012	0.004	-0.006
Si	4.065	-6.798	13.616	-0.019	0.01	0.001
Si	1.351	-4.097	13.602	0.016	-0.007	-0.006
Si	4.069	-1.362	13.591	0.001	0.007	-0.001
Si	6.803	1.366	13.575	0.002	-0.007	-0.005
Si	-6.791	4.091	13.59	-0.006	0.006	0.001
Si	6.788	-9.517	13.588	-0.008	0.01	-0.005
Si	-6.795	-6.801	13.594	0.012	-0.01	0
Si	6.788	-4.087	13.612	0.006	0.002	0.009
Si	9.531	-1.368	13.581	0.01	-0.009	-0.007
Si	-4.077	1.366	13.584	-0.024	0.025	-0.008
Si	-1.345	4.085	13.612	0.007	-0.004	0
Si	-4.068	6.806	13.599	0.006	-0.012	-0.002
Si	-1.374	9.51	13.599	0	0.01	-0.011
Si	-4.071	-4.077	13.594	-0.012	-0.002	-0.005
Si	-1.346	-1.362	13.603	-0.004	-0.007	0.004
Si	0.011	-0.012	14.979	0.001	0.007	0
Si	2.711	2.729	14.956	-0.001	0.003	0.002
Si	0.002	5.457	14.983	0.01	0	0.002
Si	2.69	8.168	14.975	0.009	-0.001	0.006
Si	-0.018	-5.459	14.956	-0.008	-0.024	-0.014
Si	2.712	-2.733	14.948	-0.009	0.003	-0.001
Si	5.437	0.011	14.922	-0.004	0	-0.006
Si	8.159	2.731	14.931	0.002	-0.008	0.002
Si	5.424	5.437	14.94	-0.002	0.013	-0.002
Si	8.15	-8.156	14.94	-0.003	0.003	0.002
Si	5.411	-5.434	14.986	0.007	-0.009	0.008
Si	8.176	-2.726	14.942	0.008	0.021	0.004
Si	-5.431	0	14.933	-0.004	-0.011	0.003
Si	-2.714	2.715	14.949	0.001	-0.011	0.004
Si	-5.425	5.447	14.951	0.001	0.012	-0.002
Si	-2.713	8.15	14.981	-0.017	0.003	-0.003
Si	-5.422	-5.447	14.947	0.007	0.011	0.008
Si	-2.698	-2.729	14.957	-0.002	0.006	-0.005
O	-1.96	-7.036	25.057	0.016	0.444	-0.363
O	0.874	4.636	-0.951	-0.433	0.594	0.057
O	-5.06	4.756	-6.726	-0.085	0.43	-0.076
O	1.779	3.871	23.191	-0.041	0.321	0.338
O	-1.176	-3.899	23.558	0.196	0.224	0.129
O	6.609	-1.46	-6.125	-0.12	0.451	0.121
O	-3.22	-7.219	-4.675	-0.183	0.169	0.059
O	2.341	7.036	24.871	-0.584	-0.369	0.117
O	6.308	-1.275	-1.412	0.292	0.437	-0.031
O	-7.819	7.452	-6.339	-0.169	-0.127	0.099
O	-8.053	0.041	22.105	-0.062	0.006	0.156
O	-5.135	-6.86	22.97	-0.102	0.039	0.436
O	-1.586	0.571	23.045	0.427	-0.234	0.371
O	5.6	-2.55	25.096	-0.027	0.022	0.597
O	6.642	-6.002	22.797	-0.264	0.773	0.171
O	-2.828	-1.297	-3.792	0.078	0.012	-0.178
O	-2.917	-5.479	22.35	-0.043	0.15	0.262
O	2.764	0.106	22.143	-0.116	0.026	0.408
O	6.523	-6.59	-1.324	0.095	-0.253	-0.074
O	6.226	-6.624	-6.176	0.086	-0.029	-0.112
O	-4.545	3.746	23.012	-0.039	-0.025	0.126
O	4.478	1.025	-1.195	0.379	-0.51	-0.199
O	-2.76	-8.105	-0.355	-0.123	0.14	-0.668
O	0.12	-5.526	-0.333	0.04	-0.113	-0.395
O	-8.125	5.401	22.163	-0.255	0.006	0.33
O	3.926	2.324	23.068	0.411	0.102	0.277
O	-4.143	4.214	-1.476	-0.651	0.094	-0.191
O	4.58	-3.824	23.028	0.53	0.257	-0.016
O	-3.742	-0.943	22.905	0.107	-0.054	0.277
O	-1.408	-3.841	-1.465	-0.136	0.553	-0.097
O	4.873	-4.59	-1.427	0.35	0.075	0.016
O	1.279	-1.878	22.934	-0.384	-0.584	-0.113
O	2.737	-5.406	22.131	-0.159	0.233	0.535
O	2.781	6.065	-5.533	-0.411	-0.089	0.297
O	-6.224	1.725	22.989	-0.307	0.091	0.426
O	-0.774	6.916	-1.328	0.725	-0.091	0.119
O	-6.351	7.156	22.895	0.517	-0.084	0.472
O	6.605	6.332	-4.832	-0.619	0.41	-0.011
O	0.056	5.479	-3.318	0.17	0.22	-0.777
O	-4.383	-2.641	26.088	-0.272	0.453	-0.353
O	6.028	-5.608	-3.69	-0.077	0.134	-0.052
O	-7.792	7.639	-3.665	-0.4	0.458	0.113
O	-5.637	-5.432	-3.477	0.281	0.127	0.027
O	6.986	3.759	-5.167	-0.195	-0.39	-0.226
O	5.356	-0.023	-3.468	-0.043	0.067	-0.484
O	-2.309	-0.04	-6.008	-0.183	-0.264	-0.124
O	6.817	-0.203	24.917	0.465	0.195	-0.022
O	2.595	-3.397	-0.88	-0.518	-0.151	0.201
O	-7.126	-4.239	23.068	0.074	-0.403	0.226
O	-1.614	-5.974	-3.091	-0.02	-0.389	0.663
O	-1.222	7.451	23.105	0.792	0.239	0.012
O	-2.724	5.422	22.172	0.187	-0.274	0.178
O	-0.903	-6.509	-5.605	0.268	0.186	0.224
O	4.289	0.183	25.548	0.074	-0.563	-0.383
O	1.826	-0.357	25.001	-0.345	0.328	-0.109
O	-7.734	-7.134	23.861	-0.056	0.148	-0.248
O	-7.45	1.66	-1.264	-0.1	-0.215	-0.538
O	2.5	7.749	-3.508	-0.274	-0.055	-0.147
O	-2.405	2.48	-0.397	0.066	0.127	-0.15
O	-0.021	2.896	-2.641	0.081	-0.306	0.428
O	6.902	3.329	23.157	-0.227	-0.343	0.067
O	4.327	-8.135	-5.392	0.252	0.171	0.333
O	-6.317	-4.224	25.616	-0.054	0.041	0.015
O	4.129	-6.876	-2.403	-0.306	0.225	-0.48
O	3.56	4.491	24.831	0.333	-0.17	0.751
O	-2.626	3.143	-3.258	-0.105	-0.176	0.047
O	-2.613	4.93	-5.785	0.11	0.222	0.2
O	-3.236	-3.807	-3.23	-0.274	-0.494	-0.509
O	-4.339	6.978	-5.675	-0.008	0.204	-0.441
O	3.911	6.259	22.986	-0.414	-0.174	0.173
O	-2.657	-0.682	25.197	0.41	0.218	0.396
O	-7.795	-2.52	-4.57	0.164	-0.159	0.569
O	7.957	7.961	-0.132	-0.065	-0.114	-0.051
O	-5.441	-2.638	22.041	0.065	-0.071	0.55
O	1.548	-6.906	25.963	-0.269	0.024	0.352
O	-1.273	6.786	25.636	0.228	-0.514	-0.138
O	7.533	3.952	-1.146	0.327	0.215	-0.183
O	5.485	5.464	-0.387	0.011	0.016	-0.272
O	-8.051	-2.378	24.776	0.461	0.433	0.229
O	3.908	-1.882	-2.436	0.203	0.29	0.13
O	-6.88	3.026	-5.92	0.023	-0.739	0.003
O	2.482	2.16	25.25	-0.415	0.103	0.251
O	-3.95	-1.885	-1.5	0.049	-0.338	-0.042
O	-5.987	-1.525	-6.174	0.491	0.322	0.323
O	-6.008	-4.145	-5.618	0.066	-0.037	-0.207
O	1.401	-7.306	23.328	-0.364	-0.285	0.313
O	6.681	4.695	25.324	0.376	-0.001	-0.073
O	-5.529	-0.023	-0.548	-0.279	-0.142	-0.561
O	-7.912	-5.858	-4.861	-0.035	-0.184	0.23
O	-6.554	6.678	-1.438	0.284	-0.461	-0.205
O	4.528	-4.85	25.499	-0.213	0.232	0.467
O	-6.406	-4.526	-1.188	0.312	0.285	-0.499
O	7.621	-4.893	24.972	-0.221	0.269	0.334
O	-5.86	-8.082	25.191	-0.435	0.121	0.548
O	4.002	2.161	-3.48	-0.325	-0.295	-0.081
O	8.134	-2.806	-0.394	-0.111	-0.207	-0.172
O	3.724	-7.129	24.591	0.087	-0.225	-0.524
O	-1.899	-3.076	26.031	-0.126	-0.29	0.416
O	-4.366	-6.203	-1.264	0.307	0.094	-0.429
O	-4.553	4.781	-4.086	-0.717	-0.194	0.045
O	2.677	2.786	-0.34	-0.062	0.069	-0.729
O	1.579	-1.043	-1.424	-0.037	0.294	-0.36
O	-3.926	-5.28	25.647	-0.084	0.011	-0.623
O	-0.317	-1.298	-4.709	0.233	0.378	-0.342
O	-2.521	5.797	-2.873	-0.447	0.454	-0.178
O	-2.793	2.47	-6.698	-0.653	0.331	-0.062
O	-5.198	7.868	-3.41	0.362	-0.235	-0.03
O	1.815	-7.9	-5.983	-0.126	0.784	0.412
O	1.575	-2.739	-3.335	0.348	-0.233	-0.418
O	-7.538	3.149	-3.351	0.23	-0.006	-0.016
O	2.316	4.148	-3.05	0.081	0.32	0.043
O	-6.772	-7.075	-1.837	-0.309	-0.094	-0.042
O	-0.815	3.011	-5.083	0.561	0.126	-0.3
O	4.804	4.603	-3.854	0.134	0.142	0.644
O	1.783	-7.324	-1.289	-0.07	-0.2	-0.592
O	1.18	-3.208	-5.812	0.364	0.007	0.122
O	-5.622	-6.922	-5.575	-0.152	-0.2	-0.586
O	3.013	3.512	-5.505	-0.17	-0.687	-0.222
O	5.817	2.216	25.334	-0.66	0.269	-0.021
O	2.985	-2.774	24.8	-0.093	-0.156	0.11
O	-1.378	0.855	-3.666	0.152	0.005	0.678
O	6.067	-2.517	-3.748	-0.003	-0.268	0.263
O	6.553	-1.787	22.85	-0.407	-0.505	-0.084
O	-3.506	7.318	24.353	-0.28	-0.116	-0.555
O	4.987	4.935	-6.409	0.153	0.197	-0.582
O	-0.119	2.583	22.158	0.155	0.125	0.405
O	-0.722	-3.762	-4.042	-0.019	-0.266	-0.194
O	6.21	-6.967	25.241	0.222	-0.33	0.206
O	-5.294	-2.296	-3.771	-0.245	0.149	0.265
O	0.276	6.52	-6.851	0.021	-0.11	0.607
O	-3.804	1.414	24.031	0.142	0.296	0.197
O	6.701	-4.077	-5.716	-0.257	0.031	-0.343
O	6.527	2.054	-2.521	0.075	-0.215	-0.163
O	-7.291	5.355	-4.826	0.464	-0.139	-0.24
O	0.407	-2.481	25.229	0.029	0.182	0.469
O	-0.06	-4.936	25.767	-0.256	-0.168	0.045
O	3.645	7.13	-1.225	-0.02	-0.301	-0.26
O	-4.833	6.032	26.148	0.317	-0.611	-0.02
O	5.482	8.126	22.052	-0.244	-0.164	0.587
O	-1.068	7.843	-3.803	0.171	-0.078	-0.538
O	-0.298	0.389	-0.385	-0.154	0.07	-0.305
O	-8.006	2.607	25.392	-0.007	-0.51	0.246
O	-5.453	2.894	25.278	0.389	0.034	0.215
O	4.861	6.585	25.509	-0.082	0.725	0.169

Results
total energy: -101655.397 eV
total energy less fixed offsets of O -438.25, Si -107.07 eV per atom: -2.197 eV
